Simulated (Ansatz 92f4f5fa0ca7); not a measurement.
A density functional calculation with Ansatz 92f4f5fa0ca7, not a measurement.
Periodic cell of 214 atoms, Si126O80As8, from a study of silicon, its oxide and their interface. The atomic structure is a simulated model.
Doubt: the cutoff is far below the 930 eV that the study's wrapper takes by default for these files, so forces and energies are approximate.
This geometry differs little from another in the collection (a relaxation step or a small displacement).

Settings
functional: PBE
potential files: Ansatz PAW
basis: plane waves
wave-function cutoff: 580 eV
density cutoff ratio: 5
exchange-correlation grid ratio: 1
k mesh: 1 x 1 x 1, Gamma-centred
self-consistency stop: 5e-08 eV per atom in the density residual
occupations: fixed
spin: none
net charge: 0

Cell vectors (angstrom)
a	10.938	0	0
b	0	10.938	0
c	0	0	32.2694

Atoms: element, x, y, z (angstrom)
As	0.4576	-0.4555	24.6724
As	5.9138	-0.4381	24.7603
Si	2.2384	3.3177	24.7754
Si	7.7666	3.2474	24.7149
Si	0.5183	5.1247	24.9166
Si	6.0227	5.0286	24.8453
As	2.3666	8.6715	24.7454
As	7.8061	8.6856	24.704
Si	1.388	1.3816	26.0332
Si	6.8842	1.3853	26.0624
Si	4.1299	4.1234	26.0514
Si	9.5866	4.1241	26.0497
Si	1.4224	6.9167	26.1872
Si	6.8706	6.8886	26.113
Si	4.1241	9.5969	26.1927
Si	9.6003	9.5937	26.1366
Si	2.7518	0.0688	27.4767
Si	8.2432	0.0523	27.4717
Si	-0.0277	2.7012	27.4448
Si	5.4487	2.7033	27.4507
Si	2.7966	5.4952	27.4879
Si	8.2432	5.4987	27.4704
Si	-0.035	8.1882	27.5063
Si	5.4471	8.1631	27.4969
Si	4.1018	1.3673	28.8512
Si	9.5708	1.3673	28.8512
Si	1.3673	4.1018	28.8512
Si	6.8362	4.1018	28.8512
Si	4.1018	6.8362	28.8512
Si	9.5708	6.8362	28.8512
Si	1.3673	9.5708	28.8512
Si	6.8362	9.5708	28.8512
Si	0	0	30.2184
Si	5.469	0	30.2184
Si	2.7345	2.7345	30.2184
Si	8.2035	2.7345	30.2184
Si	0	5.469	30.2184
Si	5.469	5.469	30.2184
Si	2.7345	8.2035	30.2184
Si	8.2035	8.2035	30.2184
Si	1.3673	1.3673	31.5857
Si	6.8362	1.3673	31.5857
Si	4.1018	4.1018	31.5857
Si	9.5708	4.1018	31.5857
Si	1.3673	6.8362	31.5857
Si	6.8362	6.8362	31.5857
Si	4.1018	9.5708	31.5857
Si	9.5708	9.5708	31.5857
Si	2.7345	0	0.6835
Si	8.2035	0	0.6835
Si	0	2.7345	0.6835
Si	5.469	2.7345	0.6835
Si	2.7345	5.469	0.6835
Si	8.2035	5.469	0.6835
Si	0	8.2035	0.6835
Si	5.469	8.2035	0.6835
Si	4.1018	1.3673	2.0507
Si	9.5708	1.3673	2.0507
Si	1.3673	4.1018	2.0507
Si	6.8362	4.1018	2.0507
Si	4.1018	6.8362	2.0507
Si	9.5708	6.8362	2.0507
Si	1.3673	9.5708	2.0507
Si	6.8362	9.5708	2.0507
Si	0	0	3.418
Si	5.469	0	3.418
Si	2.7345	2.7345	3.418
Si	8.2035	2.7345	3.418
Si	0	5.469	3.418
Si	5.469	5.469	3.418
Si	2.7345	8.2035	3.418
Si	8.2035	8.2035	3.418
Si	1.3107	1.3337	4.7944
Si	6.8048	1.3165	4.7748
Si	4.1279	4.1321	4.7654
Si	9.6341	4.1136	4.8169
Si	1.2851	6.8233	4.7977
Si	6.8169	6.7865	4.7979
Si	4.1287	9.5943	4.7703
Si	9.5916	9.5973	4.8178
Si	2.6991	-0.0375	6.1045
Si	8.1455	-0.0374	6.2021
Si	-0.0198	2.6652	6.2408
Si	5.4213	2.6903	6.0989
Si	2.6776	5.4336	6.0854
Si	8.2497	5.4674	6.1912
Si	-0.0344	8.1962	6.2389
Si	5.3829	8.1475	6.1344
As	3.5977	1.7779	7.497
Si	9.0987	1.6778	7.5794
As	1.7995	3.6561	7.5617
Si	7.2901	3.5817	7.3164
As	3.5881	7.1911	7.5207
Si	8.9864	7.3872	7.5553
As	1.8066	9.1261	7.5901
Si	7.1334	9.093	7.4529
O	9.5355	0.9806	9.0634
O	6.6831	4.3734	8.6318
O	6.6172	9.5433	8.9922
O	9.2713	7.1205	9.1967
O	5.6653	5.384	23.2537
O	8.1818	3.0068	23.0939
O	3.1821	9.0985	21.2947
O	2.5811	3.1859	23.1481
Si	5.5124	9.7066	10.1892
Si	-5.0767	17.2633	21.952
Si	4.8066	9.0057	21.2294
Si	10.3958	5.8405	12.667
Si	4.266	4.7027	19.7185
Si	-4.1007	0.3569	12.2454
Si	2.2476	0.3779	14.8045
Si	3.841	-4.6682	15.5052
Si	11.0246	1.0124	13.0008
Si	13.5179	2.4412	12.796
Si	8.4314	11.6872	14.8581
Si	6.9679	7.3043	12.6967
Si	9.5363	12.7914	19.1427
Si	-1.719	-3.0331	10.6355
Si	7.4137	-7.4645	15.2878
Si	2.3779	1.7902	17.4494
Si	-2.5548	5.9245	20.5846
Si	-2.438	-3.473	17.7472
Si	-1.235	5.5883	15.7074
Si	7.867	4.3464	12.4636
Si	2.5635	5.4988	12.7592
Si	6.3886	-3.1847	15.4223
Si	-2.7248	-0.5331	17.5734
Si	5.277	-0.798	18.6212
Si	7.9201	2.8851	21.4828
Si	-6.36	-3.9784	11.0848
Si	-6.9957	-1.811	16.163
Si	1.3093	11.6649	19.9397
Si	0.1907	-6.8755	17.7598
Si	-9.2651	-4.8274	19.5336
Si	4.6589	-7.2261	16.9252
Si	2.9188	13.4716	21.706
Si	9.4404	0.1837	10.4938
Si	4.5903	1.5797	10.8301
Si	11.2447	6.3851	21.9643
Si	12.5949	8.7347	20.8493
Si	5.3912	11.8248	21.0976
Si	5.9788	4.2312	10.0687
O	-7.0776	2.2875	16.9829
O	4.0266	-1.031	17.5932
O	7.9283	-6.5907	20.7305
O	5.365	7.3702	12.4483
O	-9.369	1.8001	21.1437
O	0.1142	5.7068	23.4082
O	1.0563	-0.061	13.7716
O	5.4288	-1.8813	15.5075
O	9.4685	4.5612	12.2041
O	3.1606	5.698	19.0612
O	6.1933	9.8945	11.6779
O	5.3218	5.6982	10.3514
O	0.9814	5.364	12.5355
O	11.8776	2.4138	12.8777
O	3.0552	-0.9836	15.0986
O	-2.852	0.6953	11.2488
O	7.1468	7.5149	16.8346
O	-5.8297	15.018	18.464
O	4.5569	-2.5758	10.2149
O	2.925	6.2196	14.1652
O	-1.294	6.8202	16.7758
O	12.405	-5.323	21.0948
O	12.5127	-3.1871	19.5287
O	-2.6796	-4.425	19.0599
O	11.9659	10.1819	20.523
O	-3.5828	-13.862	14.1198
O	-7.2684	4.8735	16.3237
O	-2.0426	9.0151	18.1552
O	5.6194	10.3349	21.7622
O	0.5326	-5.5259	18.6131
O	10.8349	4.523	16.2193
O	7.2799	0.2459	13.8035
O	3.5	3.5768	20.6028
O	7.288	-5.1857	12.9591
O	3.1332	1.5626	14.0746
O	3.0776	12.6437	11.4196
O	1.6807	0.9618	16.2265
O	-4.3989	12.9624	21.278
O	4.0701	1.4014	21.8898
O	0.7735	7.9726	22.0211
O	-0.2549	0.5578	11.4814
O	-0.0213	1.0497	19.1105
O	-4.9971	3.5726	15.9475
O	8.6629	-0.4119	15.9926
O	-4.3295	-0.7139	17.7182
O	5.286	-2.0835	19.6614
O	4.9182	2.9836	10.043
O	-1.845	2.0605	20.7012
O	3.1083	-4.526	11.5135
O	5.2545	5.5582	20.6609
O	8.5101	0.8461	18.389
O	7.1694	3.8485	11.1033
O	9.7221	1.1569	13.9546
O	13.4213	0.8807	18.8099
O	-7.5757	-3.339	16.35
O	1.4963	3.1133	17.7905
O	16.6031	12.4148	12.0667
O	7.4628	3.3162	13.6546
O	5.1604	0.5869	19.4988
O	-0.7156	-3.7738	11.705
O	8.2726	4.7898	15.7141
O	9.8088	3.2912	18.3839
O	7.4028	6.7209	21.6133
O	9.5206	9.4861	10.3332
O	-3.1848	-3.1516	11.3531
O	9.879	6.2183	21.1111
O	-5.502	6.4411	15.1721
O	3.1598	3.9683	12.7942
O	-13.8396	2.0486	15.767
O	-0.8665	-4.7532	14.2373
O	4.6969	0.1886	9.9386
O	5.137	18.6929	22.2022

Results
free energy: -164449.070 eV
free energy less fixed offsets of As -4856.12, O -568.88, Si -635.61 eV per atom: -2.850 eV

Forces (eV/angstrom), in the order of the atoms: element, x, y, z
As	0.0094	-0.0167	-0.013
As	0.0145	-0.0275	-0.0039
Si	0.0167	-0.0074	-0.0049
Si	0.0181	-0.0098	-0.0048
Si	-0.012	0.0035	0.008
Si	-0.0207	0.0085	-0.0034
As	-0.0101	0.0114	-0.0094
As	-0.008	0.0193	-0.0092
Si	-0.0031	-0.003	0.0157
Si	-0.0064	0.001	0.0119
Si	0.0039	0.0034	0.0081
Si	0.0027	0.0043	0.0038
Si	-0.0009	-0.0005	0.009
Si	0.0028	0.0054	0.0152
Si	-0.0014	0.0067	-0.001
Si	-0.0091	-0.001	0.0057
Si	0.0019	0.0014	0.0029
Si	0.0024	-0.0048	0.0031
Si	0.0007	0.0069	0.0065
Si	0.0043	0.004	0.0054
Si	0.0016	-0.008	0.0083
Si	0.0023	-0.0106	0.0092
Si	-0.002	-0.0009	0.0053
Si	0.0002	-0.0013	0.0035
Si	0.1376	0.1673	0.3081
Si	0.174	0.1296	0.3271
Si	0.0013	-0.0328	-0.4788
Si	-0.0238	0.0363	-0.4397
Si	0.1037	-0.0897	0.5886
Si	-0.0298	-0.0985	0.4458
Si	0.0017	0.2143	-0.3336
Si	0.0737	0.1016	-0.4275
Si	0.0204	0.0373	0.0185
Si	-0.0205	0.0276	-0.0168
Si	0.0546	0.0067	0.0163
Si	0.0393	-0.0007	-0.0062
Si	-0.0071	0.0411	-0.0138
Si	-0.0045	0.0523	0.0106
Si	0.0536	-0.0047	-0.0087
Si	0.026	-0.0081	0.0192
Si	-0.0343	-0.0383	0.0011
Si	-0.039	-0.0349	-0.0016
Si	0.0186	0.0378	-0.0063
Si	0.009	0.0159	0.0006
Si	-0.0217	-0.0322	-0.0011
Si	-0.0409	-0.0661	-0.0027
Si	0.0183	0.0141	0.0011
Si	0.0224	0.0165	0.0038
Si	0.0221	0.0412	-0.0028
Si	0.0106	0.0309	0.005
Si	-0.0125	-0.0019	0.0022
Si	-0.0194	-0.019	-0.0022
Si	0.0484	0.0012	-0.0058
Si	0.0272	0.0611	-0.005
Si	-0.0101	-0.0087	0.0049
Si	-0.0024	-0.0138	-0.0004
Si	0.0054	-0.0629	0.0081
Si	0.0201	-0.0457	-0.0018
Si	-0.0075	0.0642	-0.0198
Si	-0.0338	0.0148	-0.0149
Si	0.0042	-0.0438	0.0114
Si	-0.0393	-0.0942	0.009
Si	-0.0308	-0.0066	-0.0179
Si	-0.0684	0.003	-0.0158
Si	-0.22	-0.1232	-0.3118
Si	0.0364	-0.1013	-0.5544
Si	-0.1348	-0.0674	0.3732
Si	0.0445	0.057	0.4473
Si	-0.0566	-0.1644	-0.4045
Si	0.1165	0.0375	-0.4573
Si	-0.1933	-0.0464	0.3948
Si	-0.0146	-0.0026	0.4369
Si	-0.0024	0.0028	-0.0023
Si	0.0082	-0.0025	-0.0102
Si	0.0031	-0.0019	0.0001
Si	-0.0045	-0.0066	-0.0047
Si	-0.0002	0.0024	-0.0037
Si	0.005	-0.0021	-0.0048
Si	-0.0055	-0.0009	-0.0004
Si	0.0002	0.0019	-0.0075
Si	0.0091	0.0038	0.0026
Si	-0.0061	-0.0046	-0.0056
Si	0.0087	0.0073	-0.0097
Si	0.0021	0.0006	0
Si	0.0001	0.0003	-0.0008
Si	0.0006	-0.0011	-0.0014
Si	0.0082	0.0037	-0.0125
Si	-0.0015	-0.008	-0.0043
As	-0.014	0.0008	-0.0086
Si	-0.0048	0.0021	0.0076
As	0.0052	-0.0065	0.0116
Si	0.0044	-0.0036	-0.0123
As	-0.0159	0.0177	0.005
Si	0.0113	-0.0185	0.0108
As	0.0115	-0.0142	0.0109
Si	-0.0161	0.0205	0.0071
O	0.0027	0.0054	-0.0119
O	-0.0054	0.0076	0.007
O	0.0083	0.0006	-0.0093
O	0.0012	-0.0019	-0.01
O	-0.0081	-0.0058	0.0099
O	0.0044	0	0.0062
O	0.003	-0.0006	-0.0039
O	-0.0011	0.0047	0.0071
Si	-0.0099	-0.0039	0.0166
Si	-0.0026	0.0127	-0.0208
Si	-0.0058	0.0009	-0.0026
Si	-0.0023	-0.0022	0.0042
Si	-0.003	0.0008	-0.0018
Si	-0.0028	0.0004	0.0019
Si	0.0002	-0.0031	0.0001
Si	0.0018	0.0004	0.0024
Si	0.003	0.0011	0.0044
Si	-0.0013	-0.0006	0.0009
Si	-0.0002	-0.0014	0.0026
Si	-0.0047	-0.0006	0.0065
Si	0.0007	0.0003	-0.0021
Si	-0.0016	-0.0024	0.0245
Si	0.0015	0.0002	0.0017
Si	-0.002	-0.0004	0.0015
Si	-0.0008	-0.0005	-0.0034
Si	0.0032	0.0014	-0.0012
Si	0.0002	-0.0014	0.0012
Si	0.0003	0.0019	0.0079
Si	-0.0012	0.0026	0.0003
Si	-0.0047	-0.0005	-0.0017
Si	-0.0024	-0.0013	0.0022
Si	-0.0033	-0.0015	0.0009
Si	-0.0048	-0.0028	-0.0216
Si	-0.0059	0.0037	0.0084
Si	-0.0009	-0.0024	0.0005
Si	0.0019	-0.0021	0.004
Si	0.0002	0.0003	-0.0016
Si	-0.0025	0.0065	0.0049
Si	-0.002	0.001	-0.0028
Si	-0.0013	-0.0091	-0.0243
Si	-0.0012	0.0009	0.0246
Si	0.0024	0.0017	0.0165
Si	0.0095	0.0074	-0.0187
Si	0.0024	0.0004	-0.0024
Si	-0.0007	-0.0088	-0.0016
Si	-0.0006	0.0038	0.0154
O	-0.0003	-0.0004	0.0003
O	0.0011	-0.0002	0.0009
O	-0.0003	-0.0042	0.0032
O	0.0012	-0.0003	-0.0007
O	-0.0015	0.0023	0.0051
O	-0.0097	0.0061	-0.0027
O	-0.0019	0.0008	0.0017
O	0.0006	-0.0003	0.0026
O	-0.0027	-0.0019	0.0012
O	-0.0001	-0.001	0
O	0.001	-0.0013	-0.0032
O	0.006	-0.0056	-0.0007
O	0.0048	-0.0011	-0.0005
O	-0.0033	-0.001	0.0022
O	-0.0004	0.0001	0.0011
O	0.0049	0.0016	-0.0049
O	0.0002	0.0004	0.0009
O	0.0029	0.0003	0.0023
O	0.001	0.0013	-0.0061
O	-0.0026	-0.0006	-0.0013
O	-0.0012	0.0011	0.002
O	-0.0049	-0.0022	0.0083
O	-0.0005	-0.0009	-0.0007
O	-0.0016	-0.0039	0.0051
O	-0.0011	0.0012	-0.0003
O	0.0002	-0.0011	-0.0032
O	-0.0004	0	0.0012
O	-0.0003	0.0004	0
O	0.0014	0.0026	0.0074
O	0.0025	0.0035	0.0028
O	-0.0005	-0.0006	0.002
O	-0.0016	-0.0018	-0.0025
O	0.0004	0.0037	0.0018
O	0.0036	-0.0006	0.0014
O	0.0023	0.0024	0.0017
O	0.0045	-0.0043	-0.0041
O	-0.0002	0.0018	0.0019
O	0.0027	0.0057	0.0023
O	-0.0028	0.0036	0.0038
O	-0.005	-0.0045	0.0066
O	-0.0052	-0.0021	-0.0063
O	0	0.0008	-0.0041
O	0.0001	0.0003	0.001
O	-0.0005	-0.0003	0.0006
O	0.005	0.0001	-0.0022
O	-0.0001	-0.0018	-0.0013
O	-0.009	-0.0125	-0.0079
O	-0.0041	0.0044	0.011
O	0.0031	0.0018	0.0001
O	0.0037	0	0.0055
O	-0.0007	0.0016	0.0006
O	-0.0028	-0.0013	-0.0076
O	0.0029	0.0006	-0.0006
O	-0.0012	0	-0.0008
O	-0.0003	0.0013	0
O	0.0004	-0.002	0.0014
O	0.0028	-0.0004	0.0026
O	-0.0017	-0.0003	-0.0027
O	0.0017	0.0034	0.0034
O	-0.0028	0.0058	-0.0055
O	-0.0012	-0.0014	0.0008
O	-0.0035	-0.002	0.0014
O	0.0047	-0.0007	0.0001
O	-0.0022	-0.0005	-0.0082
O	0.006	0.0038	-0.0073
O	0.0033	-0.0004	0.0029
O	0.0017	0	0.0015
O	0.0024	-0.0011	0.006
O	-0.0015	0.0005	0
O	-0.0004	0	-0.0006
O	-0.0008	0.0062	-0.0045
O	0.0014	-0.0027	0.009

The program warned: the cutoff lies below the one the program advises for these potential files; the exchange-correlation potential is rough where the density is thin.
